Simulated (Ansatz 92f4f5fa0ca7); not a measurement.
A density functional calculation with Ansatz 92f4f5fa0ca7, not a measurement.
Periodic cell of 208 atoms, Si128O80, from a study of silicon, its oxide and their interface. The atomic structure is a simulated model.
This geometry differs little from another in the collection (a relaxation step or a small displacement).

Settings
functional: r2SCAN
potential files: Ansatz PAW
basis: plane waves
wave-function cutoff: 800 eV
density cutoff ratio: 5
exchange-correlation grid ratio: 1
k mesh: 1 x 1 x 1, shifted by 0.5 0.5 0 of a step
self-consistency stop: 1e-10 eV per atom in the density residual
occupations: fixed
spin: none
net charge: 0

Cell vectors (angstrom)
a	10.88	0	0
b	0	10.88	0
c	2.8738	4.684	29.8952

Atoms and the computed forces on them: element, x, y, z (angstrom), force x, y, z (eV/angstrom)
Si	1.2479	-0.9982	-0.0105	0.0003	-0.0007	-0.0009
Si	3.8932	1.6074	0.0506	0.0001	-0.0005	-0.0015
Si	1.5903	3.719	0.0408	0	-0.0008	-0.001
Si	4.2718	-4.2726	0.1819	-0.0005	0	-0.001
Si	-3.8974	-1.7482	0.1413	0.0002	-0.0007	-0.0011
Si	-1.0691	1.1606	-0.0021	0.0008	-0.0006	-0.0001
Si	6.5405	4.4705	0.215	0.0002	-0.0007	-0.0009
Si	-1.6627	-3.8999	0.1287	-0.0004	-0.0007	-0.0009
Si	2.7596	0.0578	1.4162	0.0001	-0.0004	0.0017
Si	5.4292	2.7743	1.3797	0.0001	-0.0005	-0.0001
Si	2.6925	-5.5162	1.3549	0.0002	-0.0005	-0.0003
Si	5.4446	-2.7806	1.5419	0	-0.0002	0
Si	-2.7184	-0.0143	1.2457	0.0002	-0.0008	0.0009
Si	0.0196	2.6733	1.4178	0.0001	-0.0005	0.0014
Si	8.1206	5.5135	1.5632	0.0003	-0.0007	-0.0001
Si	0.0574	-2.6972	1.2063	0.0001	-0.0006	0.0002
Si	1.3679	1.347	2.8143	-0.0002	-0.0008	0.0018
Si	4.0572	4.0704	2.7887	0.0001	-0.0005	-0.0002
Si	1.3398	-4.0835	2.6399	0.0001	0	0.0009
Si	4.0817	-1.3376	2.7573	-0.0001	-0.0003	-0.0001
Si	6.8151	1.3502	2.649	0.0004	-0.0008	0.0006
Si	9.5332	4.0703	2.7383	0.0003	-0.0007	0.0007
Si	6.7707	6.7956	2.9479	0	-0.0007	0
Si	-1.3301	-1.3606	2.6515	0.0001	0.0002	0.0007
Si	-0.0116	-0.0403	4.0938	0.0001	-0.0003	0.0003
Si	2.7153	2.7196	4.1467	0	-0.0008	0.0007
Si	0.0089	-5.4221	4.0624	0.0003	-0.0005	0
Si	2.6976	-2.7368	4.0488	0	-0.0007	0.0003
Si	5.4617	0.0264	4.072	0.0001	-0.0004	-0.0001
Si	8.1585	2.6935	4.0598	0.0001	-0.0004	-0.0002
Si	5.401	5.399	4.1915	-0.0003	-0.0006	0.0005
Si	8.2011	-2.6719	4.1194	-0.0001	0.0002	0.0015
Si	1.3311	-1.3648	10.8657	0.0005	-0.0004	0.0011
Si	4.0899	1.3902	10.8329	0.0001	-0.0003	-0.0004
Si	1.3716	4.0589	10.9066	0.0001	-0.0004	0.0001
Si	4.1225	-4.07	10.8188	0.0006	-0.0003	-0.0005
Si	6.7897	-1.3658	10.9176	0.0001	-0.0007	0.0002
Si	-1.363	1.3403	10.874	0.0001	-0.0004	0.0009
Si	6.8083	4.0965	10.9023	0.0001	-0.0004	0.0004
Si	-1.3724	-4.1077	10.7986	0	-0.0006	0.0007
Si	2.69	0.0641	12.1443	-0.0002	-0.0005	-0.0004
Si	5.4713	2.6879	12.2395	0.0007	-0.0001	-0.0005
Si	2.8151	5.4474	12.1731	0.0008	-0.0005	0.0011
Si	5.4183	-2.7464	12.2588	0.0002	-0.0001	0.001
Si	-2.716	0.0009	12.2682	0.0004	-0.0003	0.0015
Si	-0.0268	2.6866	12.2506	0.0004	-0.0006	0.0005
Si	8.1626	5.5056	12.2289	0.0001	-0.0004	-0.0004
Si	-0.0351	-2.7983	12.1718	-0.0002	-0.0005	0.0007
Si	1.3182	1.2929	13.6087	0	-0.0004	0.0004
Si	4.1258	4.0643	13.5699	-0.0001	0	0.001
Si	1.4391	-4.0815	13.49	0	-0.0002	0.0011
Si	4.0444	-1.2622	13.4753	0.0004	-0.0006	0.0013
Si	-4.0329	1.3935	13.6831	0.0006	0	0.0014
Si	-1.3818	4.1192	13.5613	0.0001	-0.0006	0.0004
Si	6.7887	-4.0916	13.6706	0	-0.0006	0.0008
Si	-1.4428	-1.5138	13.5499	0.0001	-0.0008	0.0002
Si	0.1036	-0.3694	14.7961	-0.0001	-0.0001	0.002
Si	2.5297	2.9026	14.8173	0.0001	-0.0002	0.0014
Si	0.3307	-5.7081	14.7362	0.0005	-0.0009	0.0016
Si	2.4831	-2.3882	14.7701	0	-0.0007	0.0021
Si	5.5772	-0.174	14.8925	0	-0.0004	0.0023
Si	-2.8643	3.0104	15.0012	-0.0001	-0.0003	0.0016
Si	5.7064	5.1541	14.9576	0.0001	-0.0008	0.0014
Si	-3.0754	-2.4561	15.0499	0.0002	-0.001	0.0024
Si	0.612	1.4776	-6.9063	-0.0005	0.0002	-0.0001
Si	-1.2129	1.2969	17.0902	0.0003	-0.0004	0.001
Si	-1.7469	-5.387	-4.3426	0.0006	-0.0001	-0.0005
Si	4.2452	4.4913	20.6466	-0.0017	0.001	-0.0002
Si	-2.4452	1.4994	-2.6566	-0.0004	-0.0001	-0.0013
Si	7.6696	0.0974	19.2517	0.0001	0.0003	0.001
Si	3.7436	1.1704	17.0784	0.0008	-0.0002	0.001
Si	1.9931	-1.1953	-3.0578	0.0002	0.0003	-0.001
Si	-0.5582	-0.206	-4.5632	0.0009	0	0.0004
Si	3.8537	-4.1231	16.9269	-0.0001	-0.0003	0.0027
Si	7.1234	4.1966	-2.7355	-0.0001	0	-0.0018
Si	4.5732	-3.23	-5.9458	0.0003	-0.0003	0.0002
Si	-0.7316	-3.0235	-6.0506	-0.0001	0.0002	0
Si	0.9654	-3.795	21.4827	0.0003	0.0009	0
Si	7.4623	3.8623	-6.3397	0.0009	-0.0011	-0.0006
Si	5.4929	-3.8026	19.4614	0	-0.0008	0.0017
Si	4.3656	5.0817	-3.9862	0	0.0002	-0.0002
Si	5.028	1.6308	19.9089	0.0015	0.0002	0.0009
Si	4.7003	2.7481	-5.7379	-0.0003	-0.0002	-0.0004
Si	6.3349	-4.5427	-8.0424	0.0001	-0.0003	0.0014
Si	0.9936	-4.9411	17.4075	-0.0008	-0.0004	0.0026
Si	7.964	-2.6522	18.1601	0.0002	-0.0004	0.0018
Si	2.6326	-3.9317	-2.3832	0.0002	-0.0003	-0.0019
Si	1.906	-4.2503	-7.2307	-0.0001	-0.0004	0.0005
Si	1.2193	0.4555	18.3358	0.0002	0.0001	0.0018
Si	2.6747	3.5715	-7.5896	0.0002	-0.0004	0.0004
Si	0.8457	1.6369	20.9315	0.0006	0.0012	0.0003
Si	4.405	-0.2596	-4.629	0.0013	-0.0006	0.0002
Si	1.193	4.476	19.9021	0.0004	0.0011	-0.0001
Si	0.0623	-5.3911	-1.9629	0.0001	-0.0008	-0.001
Si	0.0996	-2.4061	18.973	-0.0002	-0.001	0.0015
Si	5.801	0.0649	-1.9311	0.0002	-0.0007	-0.0008
Si	1.3529	-1.3933	5.4444	0.0001	-0.0006	0.0004
Si	4.0977	1.3559	5.4607	0.0002	-0.0001	0
Si	1.3533	-6.7748	5.4547	0.0002	-0.0004	0.0004
Si	4.0446	-4.0673	5.4602	0.0001	-0.0003	0.0003
Si	6.8125	-1.3239	5.4518	0.0002	-0.0005	0.0005
Si	9.5151	1.344	5.4314	0	-0.0002	0.0011
Si	6.808	4.0342	5.4703	0.0001	-0.0009	0.0001
Si	-1.3425	-4.0791	5.4454	0.0004	-0.0002	0.0006
Si	2.7232	-0.0169	6.788	0.0001	-0.0004	0.0001
Si	5.4458	2.6984	6.8371	-0.0001	-0.0007	0.0006
Si	2.7062	-5.4237	6.8188	0.0001	-0.0003	0.0001
Si	5.437	-2.7093	6.7854	0.0003	-0.0005	0.0001
Si	8.1558	0.0227	6.8198	0.0004	-0.0002	0.0005
Si	-0.0059	2.7134	6.7822	0.0003	-0.0008	0
Si	-2.7037	-5.4508	6.7922	-0.0001	-0.0003	0.0003
Si	0.0032	-2.7372	6.8223	0.0001	-0.0006	0.0004
Si	1.3655	1.3581	8.1396	0.0001	-0.0006	0.0004
Si	4.0839	4.0966	8.149	0.0002	-0.0007	0.0005
Si	1.3527	-4.0923	8.1856	-0.0001	-0.0005	0.0006
Si	4.0763	-1.3645	8.1556	0	-0.0007	0.0005
Si	6.7994	1.3528	8.201	-0.0001	-0.0005	0.0004
Si	-1.3586	4.0533	8.1539	0.0002	-0.0001	0.0005
Si	6.8099	-4.0753	8.1289	0.0001	-0.0007	0.0005
Si	9.5126	-1.3569	8.1487	0.0001	-0.0008	0.0006
Si	-0.0053	-0.0007	9.4968	0.0002	-0.0004	0.0004
Si	2.7212	2.7385	9.4939	0.0002	-0.0004	0.0007
Si	0.0068	-5.4868	9.5139	0	-0.0008	0.0001
Si	2.7141	-2.7176	9.5162	0.0001	-0.0002	-0.0001
Si	5.4335	-0.0237	9.5311	0.0004	-0.0006	0.0001
Si	8.1597	2.7239	9.5429	0.0001	-0.0002	0.0004
Si	5.4716	5.4379	9.4916	0.0001	-0.0003	0.0006
Si	8.1447	-2.7035	9.5053	0	-0.0005	0.0003
O	1.2505	-1.438	15.3146	0.0008	-0.0005	0.0004
O	2.0445	-1.1691	-1.4373	-0.0003	0.0004	0.0015
O	3.4086	-2.8627	16.0268	-0.0001	-0.0005	-0.001
O	0.0298	0.0155	-0.3726	-0.0002	-0.0001	-0.0002
O	4.6102	-1.677	-5.4221	-0.0005	0.0005	0.001
O	2.7335	2.6518	-0.4793	0.0002	0.0001	0.0002
O	8.1097	-2.8103	-0.4213	-0.0003	-0.0002	0.0019
O	6.6657	-1.3117	15.3305	-0.0002	0.0001	0.0006
O	0.388	-0.9159	18.4596	0.0004	0.0001	-0.0002
O	7.8718	2.8641	-3.3395	-0.0001	-0.0003	0.0011
O	3.2045	-3.422	-6.7692	0.0005	-0.0003	0.0005
O	4.9073	0.3878	16.28	-0.0001	-0.0001	-0.001
O	-1.8086	0.4625	-3.749	-0.0003	0.0003	0.0008
O	6.4955	1.1565	19.4801	-0.0014	-0.0003	0.0013
O	-1.4935	-2.6882	18.9392	0.0003	0	0.0003
O	3.6175	-3.5754	-1.1492	0.0005	-0.0003	0.0028
O	4.7524	-4.4645	-4.8692	0.0005	0.0005	0.0003
O	6.9664	-3.7633	18.7881	0.0003	-0.0007	-0.0002
O	5.0521	-4.9919	16.2675	0.0001	-0.0003	-0.0001
O	-1.3998	1.8342	-1.4622	0.0006	-0.0004	0.0014
O	2.5245	-2.6965	-3.4337	-0.0004	-0.0005	0.0012
O	-0.4141	5.1263	-3.4754	-0.0002	0.0001	0.0003
O	4.2088	1.6764	18.5272	0.001	-0.0015	-0.0009
O	1.3448	3.9623	15.1855	-0.0008	-0.0005	-0.0008
O	7.1917	0.8542	-1.863	-0.0001	-0.0004	0
O	-0.8855	0.1243	16.0129	0.0006	-0.0006	-0.0012
O	2.4707	0.2067	17.3479	0.0003	0	-0.0001
O	-2.1402	4.4205	-5.5003	-0.0015	-0.0013	0.0002
O	-1.2008	-4.8564	-1.113	-0.0001	0	0.0011
O	-0.8642	-1.4927	-5.5149	0	-0.0008	-0.0005
O	5.5283	-0.249	-3.4774	0.0006	-0.0015	0.0015
O	6.8387	4.0673	15.4915	0	-0.0003	-0.0006
O	-2.6473	-2.9082	16.5731	0.0003	0.0008	-0.0005
O	2.9652	-0.204	-3.8826	0.0002	0	0.0018
O	-0.5226	0.8243	20.9787	0.0002	-0.0003	0.0004
O	7.2664	3.9652	-1.1488	-0.0002	-0.0001	0.0017
O	0.2515	1.6296	17.7245	-0.0001	-0.0004	-0.0006
O	0.7809	4.2099	-1.294	0.0011	-0.0003	0.0012
O	6.0357	-1.3072	-1.1193	0.0005	-0.0013	0
O	0.851	-3.4746	18.0451	-0.0001	0.0006	-0.0006
O	5.3466	-2.7561	20.6985	-0.0001	-0.0002	-0.0003
O	2.5639	-5.0914	17.0268	0.0001	0.002	-0.0016
O	1.1179	-4.1684	-1.8854	0.0002	-0.0004	0.0026
O	5.7776	-3.4319	-7.0098	0.0003	-0.0007	0.0005
O	6.8894	5.0697	-7.2329	0.0009	0.0001	0.0032
O	0.7365	-2.567	20.4553	0.0009	0.0001	0.0001
O	3.2553	2.4374	16.204	0.0003	0.0003	-0.0007
O	1.8445	2.4852	-6.7144	0	-0.0005	0.0002
O	-0.0437	-5.0152	16.1703	0.0002	0.0003	-0.0027
O	3.8463	3.7561	-4.7761	0.0003	0.0003	0.0002
O	-1.5658	-3.9325	-5.0095	-0.0001	-0.0004	0.0002
O	4.3605	-3.5134	18.3369	0	-0.0015	-0.0008
O	7.8957	-5.3804	-3.3059	0.0003	-0.0004	-0.0002
O	0.0188	0.9951	-5.4891	0.0003	-0.0006	0.0006
O	4.6033	0.9325	-1.2679	-0.0007	-0.0004	0.0019
O	4.4423	0.6893	21.0947	0.001	-0.0006	0.0002
O	1.0807	0.1367	-7.6896	-0.0003	0	-0.0013
O	5.5793	4.5087	-3.0813	-0.0001	-0.0005	0.0007
O	3.1386	-5.3005	-3.0638	-0.0003	0	0.0007
O	8.1415	-0.3488	20.7408	0.0001	0.0009	0.0004
O	4.2194	3.1755	-7.2371	0.0006	-0.0002	0.0011
O	0.4978	-0.7854	-3.4857	0.0001	0.0009	0.0026
O	0.7337	-3.7056	-6.2387	0.0002	-0.0004	0.0005
O	5.042	3.1114	20.5309	-0.0007	-0.0021	0.0001
O	0.6457	4.7314	18.4113	-0.0001	0.0011	-0.0006
O	7.2271	-1.2303	18.441	0.0004	0.0009	0.0013
O	5.4279	-5.3236	-0.3046	0	-0.0002	0.0004
O	-2.0109	2.4785	16.3107	-0.0006	0.0001	-0.0015
O	-2.103	0.8148	18.3341	0.0003	0.0001	0.0004
O	0.5461	3.1485	20.5003	0.0004	0.0005	-0.0011
O	7.9581	2.6063	-7.1983	-0.001	0.0026	0.0021
O	6.2335	3.2271	-5.5039	0.0006	-0.0005	0.0007
O	-0.4079	2.333	-7.8335	-0.0007	0.0003	0.0014
O	1.7514	0.9328	19.7896	-0.0001	-0.0006	-0.0001
O	0.6299	-5.1987	20.8011	0.0007	0.0001	-0.0003
O	-1.3508	-3.065	-7.5251	0.0003	-0.0004	0.0003
O	2.8146	4.4273	19.8863	0.0013	0.0014	0.0024
O	4.5363	1.1393	-5.478	0.0001	-0.0002	0.002
O	5.2262	-5.2836	20.023	-0.0013	-0.0007	0.0004
O	2.2087	5.0421	-7.0935	0.0003	0	0

Results
free energy: -127504.161 eV
free energy less fixed offsets of O -570.45, Si -639.56 eV per atom: -4.481 eV

The program warned: the cutoff lies below the one the program advises for these potential files; the forces do not sum to zero within the program's tolerance; empty levels may hold ghost states of the PAW files; the exchange-correlation potential is rough where the density is thin.
